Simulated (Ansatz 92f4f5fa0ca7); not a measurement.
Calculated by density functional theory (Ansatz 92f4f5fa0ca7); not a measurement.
Periodic cell of 220 atoms, Si132O88, from a study of silicon, its oxide and their interface. The atomic structure is a simulated model.

Settings
functional: r2SCAN
potential files: Ansatz PAW
basis: plane waves
wave-function cutoff: 800 eV
density cutoff ratio: 5
exchange-correlation grid ratio: 1
k mesh: 1 x 1 x 1, shifted by 0.5 0.5 0 of a step
self-consistency stop: 1e-10 eV per atom in the density residual
occupations: fixed
spin: none
net charge: 0

Cell vectors (angstrom)
a, 10.88, 0, 0
b, 0, 10.88, 0
c, 0, 0, 31.5335

Atoms and the computed forces on them: element, x, y, z (angstrom), force x, y, z (eV/angstrom)
Si, 0.2454, 0.0449, -0.5576, 0.0364, -0.0703, 0.032
Si, 2.1831, 3.143, -0.0438, 0.0203, -0.019, -0.0053
Si, -0.1264, 5.2727, 0.2084, -0.0125, -0.0503, -0.0829
Si, 2.5707, 8.7295, -0.5057, -0.0495, 0.0349, 0.001
Si, 5.3599, 0.1973, 0.228, -0.0446, -0.0802, -0.0183
Si, 7.7528, 2.8083, -0.1606, 0.0595, 0.0324, -0.0768
Si, 5.5611, 5.1, -0.1715, -0.0295, -0.045, -0.0511
Si, 8.5104, 7.4447, -0.1192, 0.0055, 0.0852, -0.1199
Si, 1.1868, 1.409, 1.1555, 0.0134, 0.0021, -0.0198
Si, 3.9274, 4.1318, 1.2163, -0.0331, -0.0243, -0.0453
Si, 1.2243, 6.6903, 1.4034, 0.1074, 0.1076, -0.0591
Si, 3.9293, 9.5804, 1.2347, 0.0188, 0.0341, 0.019
Si, 6.7641, 1.4483, 1.4695, 0.0045, 0.0105, -0.0565
Si, 9.2848, 3.9061, 1.2889, 0.0099, -0.0426, -0.0297
Si, 6.7387, 6.6069, 1.1738, 0.0438, 0.0045, -0.0153
Si, 9.2641, 9.2506, 1.2734, 0.1824, -0.0348, -0.0938
Si, -0.1779, 2.6112, 2.6203, 0.0023, -0.0096, 0.0058
Si, 2.5936, 0.0739, 2.574, -0.0429, -0.0157, 0.0048
Si, -0.0427, 8.1854, 2.6606, -0.0476, 0.0596, 0.0386
Si, 2.6832, 5.4471, 2.701, 0.024, -0.0197, -0.0158
Si, 5.3061, 2.8037, 2.6714, -0.0237, 0.0297, -0.02
Si, 8.0678, -0.1113, 2.6568, -0.0135, 0.0307, 0.0291
Si, 5.3655, 8.1083, 2.4672, -0.0392, 0.0207, 0.0063
Si, 8.0554, 5.3646, 2.6604, -0.0291, -0.0055, -0.0545
Si, 1.2609, 4.0207, 3.9347, -0.0412, 0.0228, 0.0078
Si, 3.9927, 1.3699, 3.9729, -0.0204, -0.0102, -0.0068
Si, 1.3114, 9.5657, 3.9904, 0.0038, 0.0363, -0.0158
Si, 4.0674, 6.8183, 3.9741, 0.0278, 0.0027, -0.0022
Si, 6.7086, 4.0889, 4.0492, -0.0326, -0.0063, 0.0194
Si, 9.4363, 1.2551, 4.0192, 0.0164, 0.0245, 0.0006
Si, 6.6652, 9.4558, 3.9456, 0.0085, -0.028, -0.0054
Si, 9.4554, 6.7671, 3.9494, 0.0349, 0.0407, 0.0442
Si, -0.0197, 0.01, 5.3866, 0.0082, -0.0371, 0.0052
Si, 2.6553, 2.7325, 5.3289, 0.0089, -0.02, 0.0215
Si, -0.0439, 5.4283, 5.307, -0.012, -0.0284, 0.018
Si, 2.7114, 8.1981, 5.3148, -0.0294, -0.0121, 0.0128
Si, 5.3753, -0.013, 5.3133, -0.0118, 0.0125, 0.0039
Si, 8.0985, 2.6878, 5.3361, 0.0216, -0.0021, 0.0171
Si, 5.4027, 5.4825, 5.3758, -0.0162, -0.0052, 0.0028
Si, 8.1064, 8.1522, 5.2923, -0.0083, -0.0163, 0.0241
Si, 1.3576, 1.3767, 6.7249, 0.0111, 0.0149, -0.0095
Si, 4.0421, 4.0882, 6.6821, -0.0065, 0.0024, -0.0003
Si, 1.3509, 6.797, 6.6489, 0.0095, 0.0078, 0.0037
Si, 4.0512, 9.5376, 6.7107, 0.0127, 0.0018, 0.0001
Si, 6.7633, 1.3333, 6.688, -0.0041, 0.0022, 0.0104
Si, 9.4908, 4.067, 6.6776, 0.0163, 0.0094, 0.0012
Si, 6.7799, 6.8309, 6.6972, 0.0089, 0.028, -0.0118
Si, 9.4891, 9.5004, 6.6657, 0.0021, 0.0094, 0.0014
Si, 0.0144, 2.7538, 8.0564, -0.0035, -0.0091, 0
Si, 2.7532, 0.0483, 8.0829, -0.0109, 0.0045, 0.0045
Si, 0.029, 8.1937, 8.0079, 0.0117, 0.0074, 0.002
Si, 2.7146, 5.4542, 8.043, 0.0002, 0.0068, -0.01
Si, 5.4174, 2.722, 8.0336, -0.0041, -0.0023, 0.0017
Si, 8.1761, 0.0031, 8.032, -0.0039, -0.0098, -0.0084
Si, 5.4357, 8.1872, 8.0563, -0.0084, -0.0092, -0.0047
Si, 8.1531, 5.4757, 8.0131, 0.0121, -0.0181, -0.0002
Si, 1.4042, 4.0857, 9.4338, -0.003, -0.0084, 0.0003
Si, 4.1216, 1.3871, 9.4846, -0.0058, -0.013, -0.0163
Si, 1.404, 9.5553, 9.3979, 0.0194, 0.0101, 0.0008
Si, 4.0776, 6.8148, 9.4022, -0.013, -0.0119, -0.0037
Si, 6.7955, 4.1068, 9.3405, -0.0226, 0.0048, -0.0062
Si, 9.5845, 1.3435, 9.3852, 0.0112, 0.0028, -0.0075
Si, 6.8033, 9.5578, 9.3866, 0.0117, 0.0229, -0.0101
Si, 9.5512, 6.838, 9.3337, -0.0012, 0.0072, -0.0237
Si, 0.1246, 0.0531, 10.8047, 0.0069, -0.0467, -0.0335
Si, 2.7543, 2.724, 10.877, 0.008, 0.0083, -0.0023
Si, 0.0529, 5.5294, 10.6855, 0.0397, 0.0007, -0.0024
Si, 2.7863, 8.2313, 10.7657, -0.0411, 0.0213, 0.0012
Si, 5.5316, 0.0298, 10.8279, -0.0077, -0.021, 0.0046
Si, 8.2169, 2.7651, 10.6197, 0.0421, 0.0046, -0.0007
Si, 5.4291, 5.4268, 10.7385, 0.0023, -0.0049, -0.0408
Si, 8.2258, 8.2348, 10.6702, -0.0216, 0.0071, 0.0033
Si, 1.4771, 1.3293, 12.3319, 0.0241, -0.0081, -0.0059
Si, 4.124, 4.099, 12.2234, -0.0249, -0.0073, -0.0316
Si, 1.3557, 6.9231, 12.0732, 0.0197, 0.0435, -0.0439
Si, 4.1696, 9.5268, 12.2022, -0.0213, 0.0046, -0.0022
Si, 6.9612, 1.4674, 12.0686, -0.0251, 0.0257, -0.0192
Si, 9.6234, 4.0843, 11.9301, -0.0736, -0.0338, -0.007
Si, 6.863, 6.8299, 11.9293, -0.0185, 0.0134, 0.0524
Si, 9.5821, 9.5944, 12.0584, 0.0028, 0.0366, 0.0175
Si, 0.0743, 2.8749, 13.4344, 0.0355, 0.0037, -0.0383
Si, 2.9296, -0.0306, 13.7621, -0.005, -0.022, 0.023
Si, -0.1042, 8.1794, 13.4619, 0.0533, 0.0429, 0.0596
Si, 2.6776, 5.5634, 13.4125, -0.0567, -0.1074, -0.0646
Si, 5.5712, 2.6863, 13.4938, 0.0144, 0.0258, 0.0856
Si, 8.374, 0.175, 13.4281, -0.0654, -0.1815, 0.2023
Si, 5.7318, 8.213, 13.4044, 0.0873, 0.0558, 0.1276
Si, 8.1908, 5.4084, 13.1652, 0.0383, 0.038, 0.0252
Si, 1.0838, 4.5086, 14.7466, -0.0461, 0.0428, 0.2294
Si, 4.7112, 0.999, 14.9109, 0.112, -0.0526, 0.0608
Si, 1.9546, 9.4193, 15.4086, -0.0254, 0.0284, -0.023
Si, 3.6641, 6.7959, 15.0507, 0.0274, 0.0511, 0.1983
Si, 7.1044, 4.0174, 14.6293, -0.0159, 0.0075, 0.025
Si, 9.6121, 2.2417, 15.2119, -0.0373, -0.0652, 0.1584
Si, 6.9818, 9.7472, 14.625, 0.0765, 0.0717, -0.0386
Si, 9.5991, 6.5406, 14.5729, -0.0939, -0.0276, 0.0245
Si, -1.7859, -3.6735, 19.0306, -0.0041, 0.0489, -0.0227
Si, -2.407, 7.6594, 16.2663, -0.0156, 0.0283, -0.0363
Si, 6.4982, 6.7573, 18.2965, 0.0235, 0.0496, -0.0186
Si, 0.4297, 3.1312, 20.3279, -0.0145, -0.0334, 0.0187
Si, 5.0518, 2.621, 17.4225, 0.032, -0.0777, 0.026
Si, 3.1804, 0.1427, 20.8596, 0.0136, -0.0189, 0.0122
Si, 10.2101, 1.1056, 19.8259, 0.0121, 0.0049, -0.0096
Si, -6.8663, 12.3798, 24.9305, -0.0039, -0.0047, -0.0053
Si, 5.7617, -0.8483, 22.0989, 0.0172, -0.0118, 0.006
Si, -1.3297, 5.5452, 21.37, -0.0089, -0.0015, 0.0103
Si, -0.5972, 6.5646, 24.2332, 0.0151, -0.0037, 0.0078
Si, 1.6993, 0.1967, 18.1371, 0.0062, -0.005, 0.0158
Si, 5.0411, 2.4272, 20.3617, 0.0183, -0.0178, 0.0323
Si, 0.9232, 13.8188, 17.3031, -0.0167, -0.0236, 0.0631
Si, 5.089, 4.8186, 16.7956, 0.0529, 0.1177, 0.0333
Si, -4.1151, 4.2308, 22.1474, 0.0079, 0.0052, 0.0098
Si, 11.2211, 0.1369, 22.3472, 0.0137, 0.0026, 0.0046
Si, -6.6485, 17.3688, 25.7367, 0.0302, -0.0051, -0.0195
Si, 7.2119, 12.0379, 18.8172, 0.0028, -0.0279, -0.0144
Si, 7.0788, 9.2416, 19.5035, 0.0189, 0.0006, -0.0084
Si, -9.2448, 13.4962, 23.0558, 0.0013, -0.0034, 0.0265
Si, -4.6748, 5.8475, 24.6551, -0.0383, 0.0191, 0.0396
Si, 9.7027, 9.5116, 24.4725, 0.002, -0.0098, 0.0128
Si, 6.771, 1.6967, 23.7948, -0.0065, -0.0114, -0.0011
Si, 7.339, 15.1758, 27.0194, -0.0022, 0.0061, 0.0036
Si, 1.5978, 5.044, 25.0436, -0.0005, 0.0078, 0.0104
Si, -4.0707, 8.7162, 24.392, -0.0113, 0.0013, -0.0064
Si, 4.1396, 9.4197, 28.7397, 0.0255, -0.0204, -0.0201
Si, 4.3665, 9.4033, 25.711, 0.0006, 0.0036, 0.019
Si, -1.7224, 12.1301, 25.8729, 0.0066, -0.0038, -0.0016
Si, 7.0617, -1.4292, 29.7217, 0.0164, -0.0216, -0.0079
Si, 4.1274, 12.1393, 30.0376, -0.0497, -0.015, -0.0005
Si, 5.1253, 5.5086, 28.3895, -0.0011, -0.0038, -0.0416
Si, 10.0261, 4.1211, 25.9848, 0.0087, 0.0029, 0.0235
Si, 8.9923, 11.8372, 29.0469, 0.0129, -0.0242, -0.0301
Si, 4.9886, 2.6817, 27.5706, -0.0003, 0.0059, 0.001
O, -1.2959, 5.2636, -6.6203, 0.0041, -0.0024, -0.0031
O, -0.3605, 0.6936, -1.9361, 0.0029, 0.0031, -0.0013
O, -1.0719, -0.6037, 0.1126, -0.0536, -0.0029, 0.0013
O, 1.0262, 4.2525, -0.5371, -0.0404, 0.0611, 0.0018
O, -7.7672, 5.3362, -6.0537, -0.0107, -0.0094, -0.0099
O, 1.3299, 9.7443, -0.8435, -0.0416, -0.027, 0.0095
O, 6.2736, 11.3575, -8.6739, 0.0098, 0.0061, 0.0069
O, 1.9978, 7.3472, 0.0977, -0.0153, -0.0685, -0.0269
O, 1.3865, 4.006, -7.7143, 0.0071, -0.0109, -0.0059
O, 3.9378, 10.7451, -6.637, 0.0139, 0.014, -0.0017
O, 8.341, 2.1142, -1.5275, -0.0166, -0.0099, 0.0816
O, 6.6013, 3.8943, -0.6322, 0.0714, 0.0218, 0.0437
O, 4.9784, 5.7879, -1.5563, -0.0032, -0.0049, 0.0619
O, 9.7207, 6.3788, -0.5683, -0.0277, -0.0514, 0.0919
O, 17.3617, 10.0358, -0.4277, 0.0456, 0.0147, -0.019
O, -0.1356, 5.5198, 15.1988, 0.0831, -0.0355, -0.0666
O, 2.9097, 12.8826, 23.8645, -0.0163, -0.018, 0.0146
O, 4.3203, 1.613, 16.3791, -0.0162, 0.0351, -0.0296
O, 1.7802, -0.8489, 16.9059, 0.0092, -0.0081, -0.013
O, -0.944, 7.9828, 24.9434, -0.0038, -0.0029, -0.0123
O, 1.6015, 3.908, 16.1953, 0, -0.0276, -0.0434
O, 6.606, 2.0885, 17.6294, -0.0321, 0.0083, -0.0013
O, 5.1317, 7.3464, 14.6691, -0.1951, -0.0967, -0.1909
O, 2.7887, -2.841, 15.6156, 0.0225, -0.0508, -0.0501
O, 6.3583, 4.8923, 15.7765, -0.0538, -0.0562, -0.0402
O, 9.9714, 2.5937, 25.4449, 0.0048, -0.0042, 0.0011
O, 9.1379, 0.7315, 14.8228, 0.1385, 0.2504, -0.1847
O, 5.8256, 10.7209, 15.2894, -0.1132, 0.0215, -0.0313
O, 8.0775, 9.1458, 15.7063, -0.0297, 0.0241, -0.0106
O, 0.5287, -1.8308, 14.7265, -0.0084, 0.0119, 0.0194
O, -0.1233, -1.0853, 23.2806, 0.0057, -0.0078, 0.0004
O, -0.4753, 2.3745, 16.6467, -0.0015, 0.0139, -0.0389
O, -3.9174, 10.4763, 18.4645, 0.0159, 0.0057, 0.046
O, -1.305, 7.478, 17.4926, -0.0516, 0.0037, 0.0531
O, 1.6666, 13.7983, 21.4253, 0.0042, 0.011, -0.0106
O, 8.2861, 3.1658, 15.3692, 0.072, -0.0433, -0.0505
O, -2.8792, 5.0426, 21.4751, 0.0064, 0.009, 0.0027
O, 7.8283, -4.6987, 19.0004, 0.0151, 0.0088, -0.0032
O, 5.5834, 3.7505, 21.1218, -0.0212, 0.004, -0.0191
O, -3.076, 1.2741, 24.967, 0.0076, 0.0081, -0.0129
O, 4.3849, 2.7013, 18.9034, -0.0056, 0.0173, -0.0308
O, -0.9801, 6.4515, 22.6687, 0.0038, -0.0113, -0.0114
O, 0.9967, 6.4316, 24.4826, 0.0012, 0.0064, -0.0046
O, -3.5158, 13.794, 22.9024, -0.0141, -0.0024, -0.0094
O, 10.0228, 6.5139, 20.1315, -0.0127, 0.0015, -0.0256
O, 17.7507, -1.1423, 20.9948, -0.0084, -0.0086, -0.0414
O, 6.9928, 4.7348, 25.5114, 0.0193, -0.0064, -0.0086
O, 11.6543, 3.6475, 18.7844, 0.012, 0.0135, -0.0138
O, 5.3953, 13.0654, 24.4655, -0.0133, 0.007, -0.0005
O, -9.0708, 10.7902, 21.6884, 0.01, 0.0094, -0.0057
O, -0.4704, 4.2055, 21.1377, -0.0191, 0.0155, -0.0064
O, 6.012, 8.0777, 19.1032, 0.0236, 0.0131, -0.0017
O, 3.8479, 5.6697, 16.2048, -0.0073, -0.0123, -0.0409
O, 8.7748, 1.4019, 19.1285, -0.0126, -0.0047, -0.006
O, 14.6655, 7.9682, 25.1854, -0.0015, 0.0027, 0.0081
O, 2.8323, 10.7995, 19.2812, -0.0056, 0.0075, -0.0153
O, -4.8636, 5.2367, 23.1711, -0.0012, 0.003, -0.0134
O, -0.8141, 0.2737, 21.2164, -0.0038, -0.0102, -0.0065
O, 5.4111, 5.5997, 18.1963, -0.0128, -0.0408, -0.036
O, 0.2269, 0.1733, 18.8208, 0.0079, -0.0241, -0.0111
O, -8.9775, 1.6791, 17.5324, -0.0098, 0.0054, -0.013
O, 3.8999, 1.5847, 21.1375, 0.0052, -0.008, -0.0077
O, 3.9708, 1.9944, 26.4946, 0.0066, -0.0144, 0.0051
O, 2.9168, 13.225, 30.2341, 0.0282, 0.0411, 0.0657
O, 0.7062, 15.3633, 26.3037, -0.0053, -0.0035, 0.0045
O, -6.5825, 20.8791, 21.4124, -0.0053, 0.0144, -0.0105
O, 3.7654, 20.3956, 27.1935, 0.0074, 0.0138, -0.0131
O, 4.3807, 4.1267, 27.9753, 0.0087, -0.0027, 0.0032
O, -4.5257, 12.3817, 20.1467, -0.0082, 0.026, 0.0065
O, -6.3751, 6.6199, 27.3701, -0.0134, 0.0042, 0.0113
O, -3.8732, 7.2258, 16.8342, 0.0489, -0.0144, 0.0061
O, -2.7343, 9.5327, 24.0279, -0.0011, 0.0063, -0.006
O, -2.2921, -2.2155, 19.5071, -0.0259, -0.0476, 0.0004
O, 8.0744, -0.3707, 29.0672, -0.021, -0.0145, -0.0034
O, -1.8592, 1.3624, 27.4844, -0.0171, 0.0042, 0.042
O, 6.7199, 5.3484, 28.0821, -0.0142, 0.0048, -0.0026
O, -5.1075, 8.8132, 23.1556, 0.0029, -0.0007, -0.0051
O, 0.4457, 12.3917, 23.2083, 0.0005, 0.0158, -0.0186
O, 5.7502, 9.1897, 28.8026, 0.0245, 0.0334, 0.0644
O, 6.0033, 20.2011, 25.6766, -0.0022, -0.009, 0.005
O, 3.5387, 10.7889, 29.3718, 0.0193, 0.0312, 0.0207
O, 3.3511, 8.3227, 29.6449, -0.0135, 0.0239, 0.0264
O, 5.1448, 1.8087, 28.9148, -0.0086, -0.0025, 0.0055
O, -3.7114, 7.1638, 24.6175, 0.0256, -0.0023, -0.0133
O, 8.9462, 4.2231, 27.2034, -0.003, -0.005, -0.0043
O, 6.5475, 2.8816, 27.15, -0.0089, -0.0008, -0.0055
O, -0.9882, 10.704, 25.5652, -0.0067, 0.0006, -0.007
O, 7.9036, -2.7848, 30.0276, -0.0698, 0.0116, 0.0269

Results
free energy: -134615.225 eV
free energy less fixed offsets of O -570.45, Si -639.56 eV per atom: 6.295 eV

The program warned: the cutoff lies below the one the program advises for these potential files; the forces do not sum to zero within the program's tolerance; empty levels may hold ghost states of the PAW files; the exchange-correlation potential is rough where the density is thin.
